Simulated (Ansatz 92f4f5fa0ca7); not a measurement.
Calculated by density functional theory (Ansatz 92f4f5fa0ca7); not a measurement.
Periodic cell of 220 atoms, Si132O88, from a study of silicon, its oxide and their interface. The atomic structure is a simulated model.
This geometry differs little from another in the collection (a relaxation step or a small displacement).

Settings
functional: r2SCAN
potential files: Ansatz norm-conserving
basis: plane waves
wave-function cutoff: 1300 eV
density cutoff ratio: 4
exchange-correlation grid ratio: 1
k mesh: 1 x 1 x 1, shifted by 0.5 0.5 0 of a step
self-consistency stop: 1e-10 eV per atom in the density residual
occupations: fixed
spin: none
net charge: 0

Cell vectors (angstrom)
a  10.88  0  0
b  0  10.88  0
c  0  0  32.0585

Atoms: element, x, y, z (angstrom)
Si  0.1725  -0.9582  -0.3528
Si  2.7419  2.4126  0.0133
Si  1.0275  3.2153  -1.3237
Si  2.0833  7.6431  -0.0972
Si  4.6574  0.081  -0.2499
Si  8.4644  4.1428  0.4985
Si  4.7961  6.2249  -0.6788
Si  7.8989  8.1057  -0.1819
Si  1.5485  1.2148  1.5556
Si  3.9378  3.9906  1.1865
Si  0.9137  6.2138  1.2793
Si  3.8749  9.6385  1.52
Si  6.9039  1.5221  1.3538
Si  10.767  4.1364  0.6259
Si  6.3394  6.9505  1.0616
Si  9.361  9.3506  1.1308
Si  0.1227  2.729  2.5433
Si  2.7348  -0.0001  3.0491
Si  -0.1777  7.953  2.5201
Si  2.6953  5.4084  2.5982
Si  5.3515  2.7271  2.6336
Si  8.2522  0.0267  2.539
Si  5.3938  8.3239  2.6525
Si  7.7511  5.4711  2.3523
Si  1.4405  4.0136  4.0044
Si  4.1439  1.4091  4.1631
Si  1.211  9.3625  3.9655
Si  4.0333  6.8507  3.9194
Si  6.6894  4.1037  3.942
Si  9.5371  1.4332  3.8875
Si  6.8749  9.5837  3.9487
Si  9.321  6.6605  3.8414
Si  -0.0448  -0.0038  5.261
Si  2.7337  2.7199  5.4519
Si  -0.0518  5.3823  5.2321
Si  2.6546  8.1057  5.3277
Si  5.523  -0.0019  5.3867
Si  8.1317  2.7427  5.2591
Si  5.3769  5.476  5.3018
Si  8.1538  8.134  5.2787
Si  1.3426  1.283  6.6706
Si  4.0914  4.1112  6.7274
Si  1.3155  6.7347  6.6675
Si  4.0774  9.4835  6.6328
Si  6.8586  1.3803  6.714
Si  9.5237  4.0394  6.6405
Si  6.7817  6.8118  6.6316
Si  9.5144  9.5205  6.6524
Si  -0.0051  2.662  8.0133
Si  2.7247  -0.062  8.0015
Si  0.0276  8.1799  8.008
Si  2.7115  5.4178  8.0727
Si  5.4797  2.7472  8.0451
Si  8.1944  -0.0085  8.0694
Si  5.4461  8.1506  8.0064
Si  8.1897  5.4682  7.9548
Si  1.3735  3.9924  9.3812
Si  4.0916  1.3093  9.3018
Si  1.425  9.4639  9.4248
Si  4.1237  6.7938  9.3809
Si  6.8509  4.1573  9.3503
Si  9.5538  1.3443  9.4486
Si  6.8215  9.4823  9.3818
Si  9.5436  6.8205  9.3325
Si  0.0753  -0.0392  10.7831
Si  2.7798  2.6206  10.7156
Si  0.0351  5.4414  10.6487
Si  2.8034  8.0821  10.7943
Si  5.4121  -0.051  10.6716
Si  8.1869  2.8277  10.7134
Si  5.5407  5.5117  10.7639
Si  8.1959  8.1243  10.7584
Si  1.4536  1.2969  12.1595
Si  4.2067  4.0174  11.9463
Si  1.5453  6.5325  12.0645
Si  4.191  9.4317  12.139
Si  6.7037  1.4496  11.8929
Si  9.5611  4.2273  12.0752
Si  6.9195  6.8035  12.2572
Si  9.5362  9.4997  12.1042
Si  0.1034  2.8715  13.286
Si  2.7609  -0.1956  13.4879
Si  0.542  7.5672  13.8428
Si  2.8233  5.0822  13.442
Si  5.5589  2.8363  13.3982
Si  8.171  0.2089  13.104
Si  5.7147  8.2987  13.617
Si  8.34  5.5201  13.676
Si  1.3179  4.0115  14.9151
Si  4.1377  0.8049  15.0445
Si  1.9452  9.0234  14.9656
Si  4.4094  7.2141  15.2487
Si  7.2125  3.7924  14.7293
Si  9.3871  1.6779  14.3873
Si  6.822  10.1002  14.6538
Si  11.3088  6.03  15.7706
Si  6.5279  8.8519  18.8058
Si  -2.6478  -1.5126  16.3328
Si  1.4355  6.6026  18.7704
Si  2.1364  1.7746  17.138
Si  -0.4951  -4.9345  24.8979
Si  5.6244  5.0922  17.1976
Si  7.2452  -12.1684  24.3374
Si  -0.0611  10.7734  16.5982
Si  7.8171  -4.6729  18.8438
Si  3.8912  7.8538  19.8893
Si  5.7978  -2.2554  26.8677
Si  10.1371  0.6265  27.0422
Si  3.2419  5.1328  20.4769
Si  10.0587  -0.7529  24.5378
Si  5.3646  0.5939  22.7405
Si  -0.8553  6.0454  20.768
Si  -1.7775  6.4705  15.8696
Si  12.6605  10.6708  23.578
Si  9.025  7.6474  23.2552
Si  4.2072  13.8766  18.8591
Si  4.9042  2.5496  25.0221
Si  2.4727  4.0304  25.1686
Si  -7.1734  -0.5599  21.5328
Si  1.1639  5.0455  22.7247
Si  1.498  6.573  26.8448
Si  2.8432  9.3085  26.0218
Si  5.6371  0.6587  19.9215
Si  11.4258  4.7623  28.9663
Si  7.9745  12.0793  28.8585
Si  -0.1793  1.405  29.7415
Si  3.0214  1.3642  25.7432
Si  20.7633  -7.3603  26.5165
Si  -4.0081  14.2884  27.2089
Si  6.3051  9.8187  29.7521
Si  6.2167  6.0364  28.5095
Si  8.706  5.87  30.1795
O  -0.3225  -0.0368  -1.5792
O  1.0702  -0.0151  0.5836
O  4.6312  4.6972  -0.1501
O  -0.0181  6.6992  -5.8078
O  -0.7363  5.4479  -2.4082
O  -6.8193  3.9395  -7.2254
O  1.1037  8.6809  -0.9187
O  3.349  6.9798  -0.8856
O  3.765  1.35  -0.7214
O  6.2649  2.8743  -6.2389
O  5.8026  -3.7867  -4.6926
O  2.7481  8.5336  1.0766
O  7.7718  6.2255  -3.1404
O  7.9687  4.7413  -0.9591
O  8.998  7.1227  -0.8988
O  7.8379  13.5143  0.5893
O  3.7824  5.9908  14.4078
O  -5.3119  0.078  15.319
O  6.6142  10.367  19.3718
O  -0.5593  0.7717  15.3534
O  3.2456  8.2883  15.6731
O  2.445  7.8252  19.1412
O  1.1624  17.4048  17.1802
O  6.4544  5.3965  18.5553
O  8.3231  2.6515  15.194
O  6.5423  4.3501  16.1031
O  8.5205  -4.6501  17.3776
O  11.8378  -1.2729  16.1351
O  3.2829  11.7478  16.4223
O  5.4711  12.8443  18.9743
O  15.3534  13.1897  14.5374
O  8.9201  8.0721  15.6468
O  -0.625  8.6224  13.2956
O  5.0498  6.4848  16.5686
O  4.4708  4.0675  17.6689
O  -3.8531  -1.979  17.291
O  -1.4456  10.1271  17.1801
O  0.8151  11.779  17.5256
O  2.7941  2.2994  18.5058
O  1.7591  2.9907  16.1283
O  3.8901  -2.1532  21.2531
O  9.9945  1.9613  26.133
O  10.1272  -2.2481  23.941
O  2.1487  5.231  19.2713
O  4.421  8.9811  26.1095
O  10.8367  -5.9857  21.6134
O  4.9854  -2.4651  18.8587
O  4.29  6.3455  20.3084
O  2.5037  5.3704  21.8908
O  -1.9231  -4.4681  24.3062
O  0.0885  -4.1107  19.6593
O  8.6802  0.314  27.6901
O  8.5172  10.6009  24.4535
O  -0.6261  4.3702  25.2091
O  7.4678  -3.1922  19.4587
O  11.4966  -4.6777  23.7271
O  8.7604  -5.4216  19.9314
O  5.2597  1.9898  23.5469
O  4.0083  3.7247  20.3037
O  6.9533  -1.9537  25.7801
O  2.1394  8.0655  26.8067
O  9.4648  -3.7075  21.7898
O  4.0899  0.1409  20.1032
O  13.1274  5.4447  25.9322
O  16.9197  -1.3739  28.1994
O  11.1866  11.8338  28.2354
O  12.3531  5.9729  28.3641
O  -3.2665  8.4318  23.2545
O  19.2654  3.9065  26.9767
O  2.5785  1.0411  24.1971
O  1.6284  3.8898  23.7716
O  6.0021  -0.4553  23.7974
O  2.7107  -0.0164  26.5883
O  4.88  -0.8023  30.4645
O  5.9823  -6.2924  27.8427
O  5.357  6.1947  29.8619
O  0.2006  0.0992  23.6378
O  2.2477  -1.4964  24.4969
O  2.1742  10.5019  22.0257
O  2.1441  2.7183  26.1203
O  -4.6482  11.8647  21.4035
O  7.2377  0.2363  29.8834
O  17.9558  8.681  30.584
O  6.8683  13.0748  28.2667
O  9.1753  12.891  29.5958
O  -0.3248  10.2702  26.0867
O  6.1061  0.6238  32.3138
O  10.908  3.8812  27.7099

Results
free energy: -56394.489 eV
free energy less fixed offsets of O -463.61, Si -117.95 eV per atom: -27.409 eV

Forces (eV/angstrom), in the order of the atoms: element, x, y, z
Si  -0.0013  0.0038  0.0064
Si  -0.0014  0  0.0044
Si  0.0025  -0.002  -0.0003
Si  0.002  0.0014  0.0034
Si  0.0019  0.0029  0.0013
Si  0.0036  0.0009  0.0023
Si  -0.0009  -0.0007  0.006
Si  0.0015  -0.003  0.0054
Si  -0.0062  0.0001  -0.0023
Si  -0.0004  0.003  0.0015
Si  -0.0007  0.0013  -0.0005
Si  -0.006  0.0045  0.0018
Si  0  0  0.005
Si  -0.0016  0.0007  0.0011
Si  -0.0003  0.0015  -0.0016
Si  0.0019  -0.0015  -0.0054
Si  0.0016  -0.0013  0.0006
Si  0.0034  0.0007  -0.0017
Si  -0.0023  -0.0025  0.0026
Si  0.0007  -0.002  -0.0007
Si  0.0021  0.0004  -0.0002
Si  -0.0015  0.0047  0.0001
Si  0.0008  -0.0027  -0.0019
Si  0.0006  -0.0022  0.0001
Si  -0.0008  0.0008  0.0006
Si  -0.001  -0.001  0.0008
Si  -0.0007  -0.0005  0.0002
Si  -0.0002  -0.0005  0.0004
Si  -0.0018  0.0006  0
Si  -0.0003  -0.0011  -0.0013
Si  0.0008  -0.001  0.0006
Si  0.0016  0.0016  -0.0012
Si  0.0011  0.0005  -0.0007
Si  0.0017  0.001  0.0006
Si  0.0011  -0.0012  -0.0004
Si  0  0.0003  -0.0008
Si  0.0002  0.001  0.0001
Si  0.0011  0.0007  0
Si  0.0016  -0.0001  0.0002
Si  -0.0012  -0.0017  -0.0001
Si  -0.0004  -0.0008  -0.0004
Si  -0.001  -0.0006  -0.0002
Si  0.0006  0.0009  -0.0002
Si  0.0003  -0.0013  0.0002
Si  -0.0009  -0.0002  0.0001
Si  0  -0.0006  -0.0006
Si  -0.0005  0.0003  -0.0008
Si  0.0011  0  -0.0008
Si  0.0002  0.0002  -0.0003
Si  0.0004  0.0008  -0.0009
Si  0.0001  -0.0005  -0.0001
Si  -0.0004  -0.0018  -0.0007
Si  0.0006  0.0009  0.0004
Si  0.0004  -0.0001  -0.0005
Si  0.0002  0.0009  -0.001
Si  -0.0005  -0.001  0.0001
Si  0.0003  -0.0006  0.0002
Si  -0.0005  -0.0019  -0.0003
Si  -0.0008  0.0003  0.0001
Si  0.0002  -0.0008  0.0012
Si  0.0014  0  0.0005
Si  0.0011  -0.0008  0.0003
Si  -0.0002  -0.0016  0
Si  0.0018  0.0019  -0.0001
Si  -0.0016  -0.0019  0
Si  -0.0004  -0.0007  -0.0012
Si  -0.0004  -0.0005  -0.0001
Si  0.0007  0.0022  0.0015
Si  -0.0015  0.0012  -0.0006
Si  -0.003  0.0014  -0.0018
Si  0.0006  -0.0019  -0.0007
Si  0.001  -0.0001  0.0001
Si  0.0001  0.0006  -0.0002
Si  -0.004  0.0023  -0.0001
Si  -0.0042  0.0032  0.0026
Si  0.001  0.0002  -0.0002
Si  0.001  -0.0003  0
Si  0.0038  0.0007  -0.0016
Si  -0.0009  0.0011  0.0002
Si  -0.003  -0.001  -0.0013
Si  0.0001  -0.0008  0.0027
Si  0.0008  0.0001  -0.0019
Si  0.0096  -0.0025  0.001
Si  0.0033  -0.0177  -0.0028
Si  -0.0012  0.0031  -0.0004
Si  -0.0007  -0.0001  0.0002
Si  -0.0022  -0.0019  0.0037
Si  -0.0052  -0.0017  0.0013
Si  0.0019  0.0056  -0.0035
Si  0.0014  -0.0002  -0.0032
Si  -0.0011  -0.0073  -0.0027
Si  0.0057  0.0036  -0.007
Si  -0.0007  0.0019  -0.0043
Si  -0.0006  0.0005  -0.006
Si  0.0008  0.0012  -0.0033
Si  -0.0032  -0.0036  -0.0007
Si  -0.0019  0.0001  -0.0001
Si  -0.007  0.0006  0.0006
Si  0.0018  -0.0004  0.0011
Si  0.0023  0.0014  -0.0015
Si  0.0013  -0.0008  0.0004
Si  0.0002  -0.0004  0.001
Si  -0.0003  0.0009  0.0007
Si  0.0009  -0.002  -0.0018
Si  -0.002  0.0014  -0.0006
Si  -0.0008  0.0018  0.0004
Si  -0.0014  0.0018  0.0003
Si  -0.0009  0.0023  0.0008
Si  -0.0014  0.0019  -0.0011
Si  -0.0004  0.0003  0.0011
Si  -0.0025  -0.0023  -0.0008
Si  0.0004  -0.0001  0.0022
Si  0.0029  -0.0032  0.0034
Si  0.0013  0.002  0.0031
Si  0.0011  0.001  0.0019
Si  0.0009  0.0003  -0.0007
Si  -0.0032  -0.0048  0.0028
Si  0.0013  -0.0011  0.001
Si  0.002  0.0022  -0.0005
Si  0.0008  0.0009  0.0007
Si  -0.0002  -0.001  -0.0024
Si  -0.0001  0.0031  -0.0003
Si  -0.0029  0.0001  0.004
Si  -0.0053  0.0019  -0.0056
Si  0.0031  0.002  -0.0009
Si  -0.0022  -0.0005  -0.0015
Si  0.0036  0.0022  -0.0046
Si  -0.0001  0.0003  0.0013
Si  0.0002  -0.0015  0.0002
Si  0.0012  0.001  -0.0006
Si  0.0014  0.0006  0.0003
Si  -0.0023  -0.0014  0.0024
O  0.0003  -0.0014  -0.0019
O  0.0073  -0.0003  0.0007
O  0.0011  -0.0042  -0.0022
O  -0.0011  0.0011  -0.0003
O  0.0016  0.0002  0.0013
O  -0.0001  0.0034  0.0001
O  -0.0001  -0.0013  -0.002
O  0.0001  0.0002  -0.0038
O  0.0026  -0.003  -0.0045
O  0.0032  0.0004  0.0015
O  0.0002  -0.0002  0
O  0.0017  -0.0062  0.0001
O  0.0009  0.0006  -0.001
O  -0.003  -0.0008  -0.0009
O  0.0037  0.0005  -0.0018
O  0.0011  -0.0019  -0.0028
O  -0.0024  0.0051  0.0042
O  0.0002  -0.001  0.0026
O  0.0018  0.0006  -0.0012
O  0.001  0.0015  0.002
O  0.0008  0.001  0.0053
O  -0.001  0.0005  -0.0008
O  -0.0017  0.0003  -0.0006
O  0  -0.0009  0.0011
O  0.0034  -0.0009  0.0002
O  0.0011  0.0002  0.0036
O  -0.0008  -0.0023  0.0008
O  0.0003  -0.0018  -0.0025
O  -0.0023  -0.0001  0.0009
O  -0.0004  0.002  -0.0008
O  0.0018  0.0011  0.0014
O  0.0031  0.0031  -0.0043
O  -0.0038  0.0021  -0.002
O  0.0031  -0.002  0.0027
O  -0.0021  0.0001  -0.0006
O  -0.0005  -0.0013  0.0009
O  0.0017  0.0015  0.0023
O  -0.0006  0.0012  0.0023
O  0.0002  0.0001  0.0011
O  -0.0007  0.0013  0.0024
O  -0.0001  -0.0027  0.0013
O  -0.0003  -0.0006  -0.0013
O  -0.0001  -0.0009  0.0002
O  -0.0009  0.0001  -0.0017
O  0.0009  -0.0004  -0.001
O  -0.0012  -0.001  -0.0007
O  -0.0013  0.0005  -0.0005
O  -0.0003  -0.001  -0.0008
O  0.0005  0.0018  0.0002
O  -0.001  0.0003  -0.0002
O  -0.0001  0.0013  -0.0005
O  -0.0007  -0.0001  0.0005
O  0  0.0006  -0.0021
O  0.0004  0.0001  -0.0025
O  0.0005  0.0001  0.002
O  0.0004  0.0006  -0.0002
O  -0.0001  -0.0009  -0.0005
O  -0.0003  0.0031  -0.0006
O  -0.0001  -0.0015  0.0003
O  0.0014  -0.0003  0.0014
O  0  -0.0005  0.0019
O  -0.0003  0.0007  -0.0014
O  -0.0003  0.0008  -0.001
O  0.0012  0.002  0.0003
O  -0.0007  0.0005  0.0001
O  0.0023  -0.0002  -0.0007
O  0.0015  0.0011  0.0022
O  -0.0005  -0.0015  -0.0018
O  0.0004  0.0004  0.0014
O  -0.0018  -0.0003  -0.0019
O  -0.001  -0.0001  -0.0007
O  -0.001  -0.0017  0.0028
O  -0.002  -0.0007  0.0027
O  -0.0014  -0.0018  -0.0024
O  -0.0016  -0.0008  0.0013
O  0.0005  0.0002  -0.0019
O  -0.0018  0.0002  -0.0005
O  -0.0005  -0.0013  0.0004
O  -0.0032  0.0001  -0.0009
O  -0.0022  0.0018  0.0024
O  0.0015  0.0007  -0.0018
O  0.0007  0.001  0.0021
O  -0.001  0.0003  -0.0012
O  -0.0025  -0.0001  0.0012
O  -0.0008  0.002  0.0012
O  -0.0002  -0.0002  0.0003
O  0.0015  -0.0011  -0.0021
O  0.0023  -0.0013  0.0009

The program warned: the exchange-correlation potential is rough where the density is thin.
